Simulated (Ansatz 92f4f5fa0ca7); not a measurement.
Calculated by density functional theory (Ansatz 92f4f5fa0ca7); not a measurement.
Periodic cell of 222 atoms, Si131O89As1H1, from a study of silicon, its oxide and their interface. The atomic structure is a simulated model.
Doubt: the cutoff is far below the 930 eV that the study's wrapper takes by default for these files, so forces and energies are approximate.

Settings
functional: PBE
potential files: Ansatz PAW
basis: plane waves
wave-function cutoff: 580 eV
density cutoff ratio: 5
exchange-correlation grid ratio: 1
k mesh: 1 x 1 x 1, Gamma-centred
self-consistency stop: 5e-08 eV per atom in the density residual
occupations: fixed
spin: none
net charge: 0

Cell vectors (angstrom)
a, 10.938, 0, 0
b, 0, 10.938, 0
c, 0, 0, 32.7106

Atoms: element, x, y, z (angstrom)
Si, -0.0212, 0.2265, 25.0164
Si, 5.7265, -0.2017, 25.1286
Si, 2.3866, 2.9834, 25.2188
Si, 8.5661, 2.3853, 25.0046
Si, 0.3355, 5.3172, 25.2591
Si, 5.13, 5.8272, 25.2406
Si, 3.0393, 7.984, 25.6123
Si, 7.8697, 8.4511, 25.1943
Si, 1.318, 1.4014, 26.5918
Si, 6.9308, 1.3535, 26.4472
Si, 4.088, 4.102, 26.5023
Si, 9.5757, 4.0925, 26.4201
Si, 1.4403, 6.7495, 26.7586
Si, 6.7723, 6.8859, 26.5763
Si, 4.2543, 9.6362, 26.6819
Si, 9.6288, 9.5718, 26.3945
Si, 2.7467, 0.0248, 27.916
Si, 8.2524, -0.0154, 27.8816
Si, -0.0493, 2.7643, 27.9269
Si, 5.5058, 2.7206, 27.8396
Si, 2.8035, 5.3866, 28.0103
Si, 8.1979, 5.4573, 27.8482
Si, -0.0121, 8.1997, 27.897
Si, 5.4981, 8.1992, 28.0122
Si, 4.1018, 1.3673, 29.2924
Si, 9.5708, 1.3673, 29.2924
Si, 1.3673, 4.1018, 29.2924
Si, 6.8362, 4.1018, 29.2924
Si, 4.1018, 6.8362, 29.2924
Si, 9.5708, 6.8362, 29.2924
Si, 1.3673, 9.5708, 29.2924
Si, 6.8362, 9.5708, 29.2924
Si, 0, 0, 30.6596
Si, 5.469, 0, 30.6596
Si, 2.7345, 2.7345, 30.6596
Si, 8.2035, 2.7345, 30.6596
Si, 0, 5.469, 30.6596
Si, 5.469, 5.469, 30.6596
Si, 2.7345, 8.2035, 30.6596
Si, 8.2035, 8.2035, 30.6596
Si, 1.3673, 1.3673, 32.0269
Si, 6.8362, 1.3673, 32.0269
Si, 4.1018, 4.1018, 32.0269
Si, 9.5708, 4.1018, 32.0269
Si, 1.3673, 6.8362, 32.0269
Si, 6.8362, 6.8362, 32.0269
Si, 4.1018, 9.5708, 32.0269
Si, 9.5708, 9.5708, 32.0269
Si, 2.7345, 0, 0.6835
Si, 8.2035, 0, 0.6835
Si, 0, 2.7345, 0.6835
Si, 5.469, 2.7345, 0.6835
Si, 2.7345, 5.469, 0.6835
Si, 8.2035, 5.469, 0.6835
Si, 0, 8.2035, 0.6835
Si, 5.469, 8.2035, 0.6835
Si, 4.1018, 1.3673, 2.0507
Si, 9.5708, 1.3673, 2.0507
Si, 1.3673, 4.1018, 2.0507
Si, 6.8362, 4.1018, 2.0507
Si, 4.1018, 6.8362, 2.0507
Si, 9.5708, 6.8362, 2.0507
Si, 1.3673, 9.5708, 2.0507
Si, 6.8362, 9.5708, 2.0507
Si, 0, 0, 3.418
Si, 5.469, 0, 3.418
Si, 2.7345, 2.7345, 3.418
Si, 8.2035, 2.7345, 3.418
Si, 0, 5.469, 3.418
Si, 5.469, 5.469, 3.418
Si, 2.7345, 8.2035, 3.418
Si, 8.2035, 8.2035, 3.418
Si, 1.3683, 1.3471, 4.7968
Si, 6.8448, 1.362, 4.8149
Si, 4.1324, 4.0844, 4.7132
Si, 9.5833, 4.1168, 4.8149
Si, 1.3513, 6.8497, 4.787
Si, 6.7907, 6.8707, 4.8138
Si, 4.0832, 9.5271, 4.8536
Si, 9.4849, 9.6503, 4.715
Si, 2.6801, -0.0807, 6.2098
Si, 8.159, -0.0083, 6.2299
Si, 0.0198, 2.737, 6.1879
Si, 5.4807, 2.7584, 6.1041
Si, 2.7818, 5.4074, 6.0529
Si, 8.1958, 5.5101, 6.1426
Si, -0.1134, 8.293, 5.983
Si, 5.395, 8.1667, 6.3302
Si, 3.8859, 1.5769, 7.3627
Si, 9.8201, 1.146, 7.5095
Si, 1.7258, 3.8314, 7.4484
Si, 6.669, 4.3194, 7.4725
Si, 4.2874, 6.3727, 7.5957
Si, 9.2808, 7.2124, 7.3852
Si, 0.9535, 9.7291, 7.4922
Si, 6.9905, 9.3564, 7.6565
O, 1.3718, 4.1749, 24.5893
O, 6.7848, 9.5732, 24.5427
O, 2.7803, 2.6556, 7.9803
O, 8.1484, 8.2287, 8.09
O, 5.5306, 5.3684, 8.0665
O, -0.03, 0.0067, 8.0642
O, 3.9989, 6.9525, 24.7202
O, 9.7364, 1.2967, 24.5561
O, 1.1759, 8.7359, 8.8176
O, 1.4108, 4.6336, 8.8597
O, 9.327, 1.8779, 8.9061
O, 6.3667, 9.9632, 9.0826
O, 4.6079, 0.957, 8.6895
O, 3.4135, 6.4722, 9.0142
O, 7.4679, 3.7997, 8.819
O, 10.2995, 6.698, 8.5867
O, 2.8334, 2.0773, 23.9057
O, 5.0106, 0.5218, 23.8174
O, 7.9199, 2.7952, 23.5122
O, 10.7789, 6.3481, 24.0571
O, 8.3881, 7.5621, 23.912
O, 2.1976, 8.9776, 24.6322
O, 5.7385, 5.3109, 23.7885
O, 0.8043, 10.8143, 23.5991
Si, 2.911, 9.4638, 18.1482
Si, 3.9669, 5.2261, 19.9232
Si, -1.4968, 3.9495, 19.6354
Si, 4.1221, 1.6468, 23.0114
Si, 12.7227, -1.3875, 23.1906
Si, 12.1119, -3.8425, 16.7439
Si, 0.0013, 8.1508, 21.1604
Si, 15.962, -3.7353, 15.0236
Si, 3.6042, 4.0255, 12.3497
Si, -5.5354, 10.3701, 14.5457
As, 7.5678, -1.885, 17.5638
Si, 6.0945, 4.6123, 13.8468
Si, 7.9386, 10.9462, 13.0947
Si, 0.2424, -3.3128, 9.6151
Si, -1.104, 9.2556, 11.8482
Si, -1.4877, 10.2662, 19.5137
Si, 2.3901, -4.9678, 14.268
Si, 1.184, -0.2096, 12.9269
Si, 3.878, 0.774, 12.2197
Si, 5.3833, 4.5021, 22.4305
Si, 2.7545, 1.4043, 17.3557
Si, 8.3705, 2.9229, 12.7049
Si, 5.1252, 7.4447, 18.0213
Si, 5.7354, 0.4053, 9.7147
Si, 5.1415, 2.4936, 18.773
Si, -0.3402, 1.7444, 17.6771
Si, -0.7476, 1.3804, 14.5082
Si, 0.8997, 5.8336, 19.3792
Si, 6.569, 0.0632, 19.7756
Si, 9.4379, 6.5857, 23.1454
Si, 8.1738, 3.8074, 22.2609
Si, 13.2324, 5.5953, 9.8515
Si, 5.1445, 2.2097, 15.8766
Si, 3.7555, -0.4443, 20.9782
Si, 0.4383, 8.0747, 14.049
Si, 8.0937, 2.5815, 9.702
O, 4.9602, 11.152, 11.1403
O, 6.6761, -0.8181, 13.6047
O, 2.3895, 5.1645, 19.5359
O, 1.2764, 1.9946, 17.6699
O, 0.2078, -3.0568, 15.6713
O, 4.8499, 6.7354, 16.5903
O, -5.5727, -0.7107, 20.6138
O, 2.0701, 6.0129, 15.8808
O, 5.099, 4.651, 12.5496
O, 1.2456, 6.6791, 10.4841
O, 6.175, 1.651, 19.7252
O, 6.7317, -3.247, 18.2988
O, -0.7386, 0.4232, 18.5704
O, 3.1361, 9.7096, 22.277
O, 0.89, 8.4441, 22.4579
O, 7.4684, 1.5439, 12.7616
O, 9.1669, 0.1452, 14.172
O, 9.0381, 3.152, 21.0314
O, 3.6717, 1.112, 21.5169
O, 3.7797, 2.4065, 12.2625
O, 6.7779, 4.3589, 21.5813
O, 10.7778, 4.8064, 20.0294
O, 3.4991, 2.1123, 16.0743
O, 5.7026, 0.6805, 15.5885
O, 2.8014, -0.917, 19.7081
O, 4.1916, 0.0741, 13.6538
O, 6.1725, 6.1328, 14.4777
O, 0.4433, 6.1313, 17.8368
O, 2.6318, -0.2166, 17.1492
O, 5.8089, 2.6768, 17.2997
O, 1.4535, -1.5912, 13.7772
O, -0.8895, 8.3291, 10.5502
O, -0.0032, -0.482, 11.8522
O, 13.9156, 4.6545, 10.9927
O, 5.5388, 3.391, 14.8201
O, 7.768, -1.9011, 15.9476
O, 4.8061, 3.9482, 19.3813
O, 8.8871, 5.0937, 22.921
O, 3.7253, 6.8827, 14.0882
O, -1.2606, 7.2739, 21.6814
O, 8.1119, -0.1312, 20.3411
O, -0.9346, -2.6001, 13.2078
O, 4.593, -4.3715, 19.2623
O, -6.7032, 5.2645, 21.5409
O, 9.0154, 8.9977, 18.5451
O, 0.7565, 0.9622, 14.0032
O, 4.9784, 2.9939, 22.8151
O, 10.5044, -1.3361, 20.5433
O, 0.8998, 7.2723, 20.1389
O, -5.8812, 8.852, 15.0618
O, 8.4091, -0.8988, 11.8076
O, 7.5817, 4.1949, 13.3354
O, -4.2372, -0.4723, 18.2146
O, 1.9571, 8.2345, 17.6434
O, 10.1368, 1.638, 16.1142
O, 4.4287, 8.9107, 18.0259
O, 13.3096, -10.6905, 11.9198
O, 6.921, 1.4831, 9.9115
O, 1.1405, -4.2432, 13.5056
O, 2.6582, 4.485, 13.6304
O, 9.706, 2.6883, 13.6316
O, 8.6734, 3.173, 11.1173
O, 3.7372, 1.6599, 18.6455
O, -1.1003, 2.9736, 18.3985
O, -2.7332, 4.892, 19.1401
H, -3.484, 4.9624, 19.7599

Results
free energy: -138759.993 eV
free energy less fixed offsets of As -4856.12, H -15.97, O -568.88, Si -635.61 eV per atom: 7.327 eV

Forces (eV/angstrom), in the order of the atoms: element, x, y, z
Si, -0.1611, 0.0967, 0.2922
Si, 0.062, -0.1397, 0.0141
Si, -0.0479, 0.1737, -0.168
Si, -0.1254, 0.07, -0.1389
Si, 0.1435, 0.0088, -0.1297
Si, -0.0838, 0.0528, -0.4894
Si, -0.0161, 0.0839, -0.2378
Si, -0.1086, 0.2043, -0.1234
Si, 0.0745, -0.0697, -0.1736
Si, 0.0898, 0.0252, -0.1533
Si, -0.0335, -0.0678, -0.2876
Si, 0.0582, -0.0415, -0.2406
Si, -0.0636, 0.0358, -0.1874
Si, 0.0767, -0.0288, -0.097
Si, -0.0086, -0.032, -0.1861
Si, 0.0069, 0.0371, -0.2149
Si, -0.1034, 0.0106, 0.0736
Si, 0.0559, -0.1178, -0.1165
Si, -0.0323, 0.0005, 0.0178
Si, -0.0031, -0.0579, 0.0632
Si, 0.0068, -0.0285, 0.0874
Si, 0.0166, 0.0238, 0.0931
Si, -0.0375, 0.0909, 0.0607
Si, 0.0127, 0.1164, 0.1414
Si, 0.1976, 0.2298, -0.2759
Si, -0.1253, 0.0103, 0.0217
Si, -0.1398, -0.3312, 0.3572
Si, 0.0296, -0.0395, -0.4923
Si, 0.0785, -0.0852, 0.5436
Si, -0.1787, -0.0619, -0.3678
Si, -0.0554, 0.0408, -0.282
Si, 0.5743, 0.1378, 0.2589
Si, 0.0352, 0.0488, -0.0184
Si, 0.0573, 0.0628, -0.0409
Si, -0.0702, -0.0061, 0.0123
Si, -0.0233, -0.0796, -0.025
Si, 0.0335, 0.0083, -0.0459
Si, 0.0076, 0.1014, 0.0157
Si, -0.0304, -0.0552, -0.0251
Si, -0.0101, 0.0702, 0.0177
Si, 0.0609, -0.0348, -0.0021
Si, -0.018, 0.034, -0.011
Si, -0.0197, -0.0031, -0.0238
Si, 0.0353, 0.0302, -0.0375
Si, -0.0395, 0.0137, -0.0076
Si, 0.029, -0.0273, 0.0007
Si, -0.0109, -0.0432, -0.0361
Si, 0.0297, -0.0634, -0.0123
Si, 0.0047, -0.0052, 0.0169
Si, -0.0237, 0.0266, 0.0192
Si, -0.0528, 0.0231, -0.0063
Si, 0.007, -0.0323, 0.0285
Si, 0.026, 0.0163, 0.0251
Si, 0.0155, -0.0187, 0.0111
Si, 0.0164, 0.0334, 0.042
Si, -0.0461, 0.0428, 0.0004
Si, -0.0978, -0.0082, 0.0169
Si, 0.135, 0.0374, -0.0344
Si, -0.0214, -0.0331, 0.0122
Si, 0.0311, 0.0877, 0.0213
Si, 0.0151, -0.0222, -0.0028
Si, -0.0217, -0.0347, 0.0443
Si, 0.0044, -0.0183, 0.0512
Si, -0.0212, -0.1194, -0.0322
Si, -0.107, 0.3495, -0.2898
Si, -0.0899, -0.2072, 0.4561
Si, -0.0328, -0.3196, -0.1745
Si, 0.1325, 0.0044, 0.2595
Si, 0.0446, -0.0059, 0.0664
Si, 0.1816, 0.2587, -0.2869
Si, 0.022, -0.0729, 0.1281
Si, -0.4874, 0.0477, -0.171
Si, 0.005, 0.0099, 0.0158
Si, 0.007, -0.0319, -0.1588
Si, 0.023, 0.011, -0.1405
Si, -0.0424, -0.0782, -0.0065
Si, 0.0508, -0.0526, -0.0022
Si, -0.0349, 0.0191, 0.0354
Si, 0.1494, 0.0979, -0.0265
Si, -0.0343, 0.112, -0.0954
Si, -0.1157, 0.0895, 0.1684
Si, 0.0323, -0.039, 0.2478
Si, 0.0588, -0.0442, 0.1533
Si, -0.0145, 0.0401, 0.2142
Si, -0.0933, 0.0431, 0.1693
Si, -0.052, 0.0558, 0.1616
Si, 0.0145, -0.0801, 0.1265
Si, 0.0449, -0.1493, 0.2207
Si, -0.1597, 0.0307, 0.2953
Si, 0.1913, -0.0314, 0.3004
Si, 0.027, -0.0058, 0.2346
Si, 0.0423, 0.1329, 0.1969
Si, -0.041, -0.0926, 0.1736
Si, 0.055, -0.1146, 0.0745
Si, -0.0806, -0.056, 0.2423
Si, 0.0993, -0.1483, 0.0547
O, 0.0193, -0.1054, 0.5648
O, 0.1419, -0.053, 0.4991
O, 0.0674, -0.0191, -0.5572
O, -0.0186, 0.0411, -0.4068
O, -0.0738, 0.0668, -0.4412
O, -0.0961, 0.0521, -0.5033
O, 0.103, -0.1041, 0.6381
O, -0.0572, 0.0846, 0.167
O, 0.0037, 0.1106, -0.0776
O, -0.0721, -0.0623, -0.1523
O, -0.0612, -0.008, -0.1852
O, 0.0584, -0.0348, -0.2258
O, 0.0742, -0.0766, -0.0314
O, 0.1443, 0.0766, -0.1735
O, -0.0041, -0.0569, -0.1187
O, -0.1199, -0.0266, -0.0356
O, -0.0283, 0.0068, 0.0981
O, -0.0398, -0.0024, -0.0088
O, 0.0468, -0.1301, 0.3286
O, -0.0431, -0.0217, 0.0469
O, 0.107, -0.0365, -0.0506
O, -0.0704, -0.0333, -0.2222
O, -0.0175, 0.062, 0.3363
O, -0.0649, 0.0156, 0.1122
Si, -0.0397, -0.0191, -0.0124
Si, -0.12, -0.0472, 0.0271
Si, 0.0134, 0.0769, 0.0068
Si, -0.002, -0.0023, 0.0458
Si, -0.0027, -0.1132, 0.1871
Si, -0.0363, 0.0127, -0.062
Si, 0.058, 0.0659, -0.2071
Si, -0.1355, -0.079, -0.0926
Si, 0.0595, -0.0424, 0.103
Si, -0.1617, 0.1452, -0.1596
As, 0.0387, 0.0375, -0.0026
Si, 0.0015, -0.1036, -0.1668
Si, 0.1504, 0.0785, -0.1208
Si, -0.1468, 0.2259, -0.0042
Si, 0.1267, 0.1694, 0.0582
Si, -0.0574, 0.2252, 0.1261
Si, -0.0414, -0.0363, -0.0725
Si, 0.0045, 0.0284, -0.1622
Si, -0.2163, 0.0754, 0.0449
Si, -0.118, 0.1437, -0.1468
Si, 0.0258, -0.0596, -0.009
Si, -0.0689, -0.1096, 0.0857
Si, -0.2105, 0.0121, 0.0035
Si, -0.2435, 0.0014, -0.0376
Si, -0.0198, -0.0042, -0.0365
Si, -0.0419, -0.0375, -0.0173
Si, 0.0609, -0.0181, -0.1657
Si, 0.0227, -0.0278, 0.0549
Si, 0.0801, -0.0497, 0.2142
Si, 0.0095, 0.102, 0.0191
Si, 0.19, -0.0522, -0.077
Si, 0.1765, -0.1668, -0.0334
Si, 0.0689, 0.0612, -0.0301
Si, 0.0495, -0.0681, -0.2328
Si, 0.0187, 0.0412, -0.0397
Si, 0.0737, 0.0661, -0.0572
O, 0.1806, -0.0576, -0.2339
O, 0.0412, -0.0994, 0.0512
O, 0.0335, -0.0014, 0.0024
O, -0.0332, 0.0184, 0.0072
O, -0.0302, -0.01, 0.0495
O, 0.04, -0.0313, 0.0255
O, -0.0387, 0.0331, -0.0034
O, 0.0351, 0.0123, 0.0409
O, 0.0002, 0.0067, 0.038
O, -0.0049, -0.0101, 0.0074
O, 0.0331, 0.0132, -0.0491
O, 0.1662, 0.1549, -0.1789
O, -0.0326, -0.0113, -0.0147
O, -0.0162, 0.0747, 0.1099
O, -0.0037, -0.0649, 0.0538
O, 0.0383, 0.0207, -0.0013
O, -0.0622, -0.0368, 0.0711
O, -0.0849, 0.0929, 0.0792
O, 0.0263, 0.0828, 0.1784
O, 0.0195, 0.0081, 0.0024
O, -0.0408, -0.0259, 0.0823
O, -0.0509, -0.055, 0.0102
O, -0.0248, 0.0117, -0.0214
O, -0.0185, -0.0303, 0.0345
O, 0.0687, 0.0306, 0.0755
O, 0.1122, -0.05, 0.1088
O, -0.0096, 0.1387, 0.0837
O, 0.0046, 0.0235, -0.0232
O, 0.0183, 0.0096, -0.0299
O, -0.0104, -0.0643, 0.0202
O, -0.0589, -0.0327, 0.0222
O, 0.1637, -0.0874, -0.1188
O, -0.0641, -0.0713, 0.0123
O, -0.1242, 0.1942, -0.2205
O, -0.0354, -0.0299, 0.0747
O, -0.0916, -0.0057, 0.6583
O, 0.018, 0.003, 0.0263
O, -0.0165, 0.0356, -0.0107
O, 0.1459, 0.0665, 0.0551
O, -0.0987, -0.1305, 0.1601
O, -0.0326, -0.0067, -0.0965
O, -0.0064, -0.0865, 0.0716
O, 0.0878, 0.0278, -0.0066
O, 0.0854, -0.0721, 0.0522
O, -0.2247, -0.0709, -0.3051
O, -0.0403, 0.0368, 0.0816
O, -0.0281, -0.127, -0.0004
O, 0.0202, -0.0667, 0.0195
O, -0.0663, 0.0614, 0.0988
O, 0.1108, -0.0439, 0.0548
O, -0.0073, 0.0243, 0.0235
O, 0.0084, 0.0731, 0.0443
O, 0.0507, -0.214, -0.3718
O, 0.0494, 0.0219, -0.0011
O, 0.0057, 0.0204, 0.1369
O, 0.0957, -0.0072, -0.0385
O, 0.0611, -0.0336, 0.0866
O, 0.0198, 0.0133, 0.0985
O, 0.0363, -0.006, 0.021
O, -0.0569, 0.0266, 0.0501
O, 0.0248, 0.0073, 0.0065
O, -0.05, -0.0433, -0.1341
O, -0.0316, -0.0379, 0.0431
O, -0.0396, 0.0077, -0.0133
O, 0.0235, -0.0517, 0.0078
H, 0.1433, -0.0123, -0.0689

The program warned: the cutoff lies below the one the program advises for these potential files; the exchange-correlation potential is rough where the density is thin.
